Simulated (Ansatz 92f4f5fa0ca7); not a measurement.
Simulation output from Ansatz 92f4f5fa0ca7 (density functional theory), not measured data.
Periodic cell of 254 atoms, Si144O106N4, from a study of silicon, its oxide and their interface. The atomic structure is a simulated model.

Settings
functional: r2SCAN
potential files: Ansatz PAW
basis: plane waves
wave-function cutoff: 800 eV
density cutoff ratio: 5
exchange-correlation grid ratio: 1
k mesh: 1 x 1 x 1, shifted by 0.5 0.5 0 of a step
self-consistency stop: 1e-10 eV per atom in the density residual
occupations: fixed
spin: none
net charge: 0

Cell vectors (angstrom)
a	10.887	0	0
b	0	10.887	0
c	0	0	36.231

Atoms: element, x, y, z (angstrom)
Si	0.2562	-0.2998	0.1799
Si	2.9078	2.4642	0.0442
Si	-0.3568	5.7019	0.1136
Si	2.4345	8.4063	0.2107
Si	5.0924	0.2478	0.1342
Si	7.8722	2.8524	-0.0155
Si	5.7244	5.1195	0.0735
Si	8.3704	7.9538	-0.02
Si	1.3721	1.3343	1.4257
Si	4.0765	4.039	1.348
Si	1.2548	6.8088	1.429
Si	4.0026	9.5649	1.4892
Si	6.7242	1.366	1.3898
Si	9.4191	4.0546	1.3518
Si	6.8196	6.7752	1.3364
Si	9.5058	9.464	1.3978
Si	-0.0404	2.7222	2.6938
Si	2.6853	0.0251	2.8723
Si	-0.0554	8.1518	2.8362
Si	2.6975	5.4265	2.6797
Si	5.4001	2.7244	2.7873
Si	8.1322	-0.0141	2.6908
Si	5.4345	8.1411	2.6976
Si	8.126	5.4283	2.7759
Si	1.3434	4.0741	4.0561
Si	4.0704	1.3824	4.1673
Si	1.3134	9.5279	4.1651
Si	4.0594	6.7862	4.0592
Si	6.7548	4.0889	4.1243
Si	9.4957	1.3492	4.0656
Si	6.7959	9.505	4.0663
Si	9.495	6.7675	4.1487
Si	-0.0393	0.0159	5.49
Si	2.6902	2.7508	5.4748
Si	0.01	5.4223	5.457
Si	2.7169	8.1506	5.4459
Si	5.4515	-0.0093	5.4407
Si	8.1371	2.7128	5.4341
Si	5.4087	5.4514	5.4729
Si	8.1474	8.1639	5.4675
Si	1.3422	1.386	6.8295
Si	4.0588	4.0929	6.8425
Si	1.3657	6.796	6.8157
Si	4.0792	9.5339	6.7778
Si	6.8054	1.3393	6.8099
Si	9.5092	4.0674	6.7807
Si	6.7856	6.8145	6.8187
Si	9.5161	9.5106	6.8451
Si	-0.0469	2.7325	8.1652
Si	2.7317	0.0044	8.1469
Si	0.0252	8.1546	8.1999
Si	2.7251	5.4749	8.1974
Si	5.4337	2.6945	8.1647
Si	8.1616	-0.0067	8.186
Si	5.4467	8.216	8.1408
Si	8.1911	5.4562	8.1455
Si	1.3072	4.1116	9.49
Si	4.1088	1.3002	9.5501
Si	1.3833	9.5628	9.5356
Si	4.0853	6.9127	9.5004
Si	6.8232	4.0817	9.4584
Si	9.5216	1.3433	9.541
Si	6.8228	9.51	9.5424
Si	9.5568	6.7801	9.5686
Si	-0.0139	-0.0251	10.9189
Si	2.6207	2.6682	10.7488
Si	0.0459	5.4507	10.9789
Si	2.7791	8.2817	10.9291
Si	5.5089	-0.0575	10.965
Si	8.1571	2.7291	10.8506
Si	5.499	5.532	10.7266
Si	8.1977	8.1668	10.9041
Si	1.3369	1.3504	12.2543
Si	3.9637	4.2057	11.8102
Si	1.4079	6.9654	12.279
Si	4.1899	9.5022	12.4234
Si	6.8686	1.3683	12.2579
Si	9.5528	3.9797	12.2565
Si	6.8898	6.7425	12.2203
Si	9.5288	9.5077	12.3307
Si	-0.0164	2.6528	13.7237
Si	2.7791	0.1299	13.654
Si	0.0274	8.2267	13.7892
Si	2.8138	5.4793	13.3847
Si	5.2773	2.9055	13.1045
Si	8.3494	0.1023	13.7459
Si	5.5941	7.9575	13.7415
Si	8.286	5.3937	13.5912
Si	1.3209	4.2566	14.7074
Si	3.6556	2.1755	14.6382
Si	1.3624	9.7997	15.0748
Si	4.4727	6.1647	14.9652
Si	6.6338	4.0593	14.5588
Si	10.1047	1.0993	15.4849
Si	6.91	9.5535	14.9018
Si	9.904	6.4134	15.0395
Si	-1.1538	11.9528	20.788
Si	-19.2875	19.2962	25.8327
Si	-18.9331	1.0282	22.306
Si	13.5679	3.3833	17.2404
Si	5.6034	26.1926	17.3268
Si	13.4974	29.3896	17.0337
Si	5.1054	22.2644	16.523
Si	-14.2054	24.6957	20.6628
Si	-8.9975	5.9472	24.3693
Si	-13.578	10.932	26.7765
Si	-1.587	20.3762	22.3195
Si	3.8701	18.6258	19.8109
Si	-1.1371	12.3033	34.1383
Si	12.9421	0.464	17.4227
Si	25.6117	5.433	31.7847
Si	15.1996	-3.8504	34.2688
Si	6.4053	5.0546	30.4135
Si	-9.9458	14.6589	34.1824
Si	-1.7278	26.9887	19.7485
Si	12.0566	4.7407	31.225
Si	20.7475	20.5217	28.9142
Si	4.3642	21.4752	24.6172
Si	4.8724	13.606	31.414
Si	-3.9157	13.7644	26.4426
Si	-3.5102	10.6675	24.0314
Si	1.9219	9.9852	28.2526
Si	12.8366	20.7682	20.2293
Si	4.2414	23.6453	26.9047
Si	-0.1203	2.5798	29.6963
Si	11.3995	16.4398	17.4254
Si	28.1389	11.2013	31.6465
Si	-0.7853	9.363	19.637
Si	2.769	5.4058	21.4845
Si	12.0595	3.021	24.2203
Si	-6.6618	22.2981	29.6195
Si	-2.4643	29.9094	26.8856
Si	-4.4488	9.312	34.1251
Si	-6.1008	24.8897	21.557
Si	9.291	5.0455	30.1887
Si	-21.978	-2.8887	24.623
Si	6.6231	17.6988	19.1179
Si	-2.3886	19.0877	17.2011
Si	1.3305	12.7725	27.0302
Si	-1.6497	11.2863	31.1853
Si	-21.688	3.8364	21.6311
Si	-3.9246	24.4345	23.3734
Si	7.4983	2.1322	16.7078
Si	7.7106	5.5054	27.8676
O	23.1128	4.4704	32.793
O	-8.3351	19.6321	27.4109
O	4.0085	1.3437	35.7808
O	17.329	16.3759	28.8577
O	-12.4914	19.1654	28.2518
O	5.2322	16.8061	31.1029
O	0.3222	4.9551	35.0705
O	5.3708	13.8883	26.6492
O	5.7691	-0.4611	35.067
O	9.4523	0.5841	32.7735
O	5.6079	1.5933	32.3281
O	-12.6993	-1.9739	20.8105
O	-22.3125	19.5093	23.1688
O	3.5446	-4.4647	32.9991
O	7.4049	23.2035	27.0478
O	9.4734	17.7069	35.7401
O	-8.1921	6.8322	25.4683
N	2.5566	3.2722	15.5157
O	-11.9456	11.0332	22.1316
O	4.7733	1.8875	15.7982
O	-23.2513	10.8349	27.8571
O	7.3424	13.9181	24.8704
O	8.0314	20.1238	16.0581
O	7.3735	13.5979	15.187
O	9.1487	6.9456	16.4
O	3.8769	1.8976	30.4169
N	11.1008	5.2804	15.7112
O	-0.7343	5.4376	18.4689
O	3.4565	28.2963	16.1936
O	1.8511	11.0278	21.3659
O	-5.4137	18.4025	20.0315
O	-0.1398	24.41	33.8021
O	3.5885	-2.8825	18.2379
O	11.18	-8.487	28.1442
O	2.2734	19.7562	16.0748
O	-9.3085	36.9968	21.2234
O	-4.3354	11.7662	17.2104
O	-3.177	11.7511	30.9192
O	10.1633	0.1045	19.5487
O	-4.0172	14.2883	17.5055
O	16.4105	10.1664	15.5462
O	-10.5436	6.4763	24.4007
N	5.5962	4.9741	15.6624
O	0.6692	8.8709	20.195
O	-8.3689	17.0686	22.8818
O	-1.4937	18.9692	25.5817
O	-5.0213	16.4841	18.3821
O	-4.9199	2.953	20.4458
N	0.7226	0.201	16.1378
O	-20.1196	26.2596	17.8084
O	18.8769	17.2316	19.872
O	13.8465	17.3872	20.3073
O	4.1795	3.7434	17.7373
O	5.0627	-5.0793	34.9847
O	-18.147	9.2496	25.0862
O	-14.6378	29.6108	17.9752
O	-18.0725	12.844	21.2945
O	7.5777	6.7661	26.8687
O	0.7106	2.2539	25.5655
O	-0.0154	3.5595	23.2306
O	-7.054	10.9578	23.1346
O	10.6185	13.3115	20.8887
O	1.2012	17.9081	17.5642
O	3.3303	19.9732	20.5295
O	-3.0037	-1.4136	23.0794
O	9.0879	23.4254	16.7082
O	4.1492	15.4671	21.4619
O	8.1867	12.3337	20.4666
O	-1.5518	-1.0598	30.4407
O	11.9053	8.8383	25.2743
O	18.7969	5.2995	31.0211
O	19.9644	27.4624	28.7175
O	-6.8033	33.6247	25.5734
O	5.9423	10.2712	24.6287
O	-3.4243	9.4629	26.8797
O	-5.5106	10.6433	30.4647
O	9.6203	19.6708	18.207
O	-8.8518	12.8738	23.3204
O	16.2938	13.8744	23.0522
O	12.4699	11.1783	27.194
O	-14.5912	33.7503	23.1199
O	-8.7875	23.7832	17.8592
O	11.4565	9.5207	28.9637
O	16.8955	14.3747	30.5324
O	-13.937	14.2924	22.2092
O	5.3952	19.0177	33.799
O	20.906	5.0539	21.1109
O	10.6649	-5.338	30.893
O	21.3104	1.1833	30.4032
O	-9.786	14.2222	30.4251
O	20.3144	3.4564	29.897
O	23.6106	10.4682	18.7269
O	4.071	25.6388	32.2199
O	-8.0838	13.4582	27.1819
O	14.5366	21.8575	17.1055
O	18.6556	36.7496	27.1109
O	4.7127	33.5831	28.1237
O	-19.7864	4.3579	24.6681
O	14.0723	7.7167	35.1764
O	8.3492	25.6078	19.5942
O	-0.4335	11.2375	35.0956
O	7.7477	8.6797	34.8569
O	6.7617	10.0559	32.7114
O	-9.5271	20.3894	35.8542
O	2.2118	3.1081	34.9305
O	13.4244	38.1701	30.7975
O	8.4463	2.0657	34.8721
O	6.7963	4.0034	35.7262
O	2.9253	10.4741	29.4194
O	-13.2686	10.9887	25.168

Results
free energy: -154111.809 eV
free energy less fixed offsets of N -386.36, O -570.45, Si -639.56 eV per atom: -2.029 eV

Forces (eV/angstrom), in the order of the atoms: element, x, y, z
Si	-0.023	0.0195	-0.101
Si	-0.0213	0.0183	-0.1141
Si	0.0174	-0.0223	-0.1059
Si	0.0216	-0.0198	-0.0993
Si	0.0197	-0.0206	-0.1159
Si	0.0142	-0.0248	-0.1157
Si	-0.0181	0.0154	-0.1083
Si	-0.0172	0.0204	-0.1099
Si	0.0018	-0.0009	0.0061
Si	-0.0018	-0.0031	0.0053
Si	-0.0039	0.0031	0.0045
Si	-0.0033	0.0021	0.0042
Si	-0.0028	0.0022	0.0056
Si	-0.0047	0.001	0.0054
Si	0.0013	-0.0009	0.0063
Si	-0.0012	-0.0027	0.0043
Si	0	0.0016	-0.0021
Si	-0.0022	0.0017	-0.0023
Si	0.0003	0.0013	0
Si	-0.0006	-0.0001	-0.0023
Si	-0.0006	0.0012	-0.0014
Si	-0.0011	0.0012	-0.0021
Si	-0.0018	-0.0009	-0.0025
Si	-0.0002	0.0015	-0.0017
Si	-0.0028	0.0013	0.0011
Si	-0.0006	0.0009	0.0011
Si	-0.0006	-0.0004	0.0014
Si	-0.001	0.0003	0.001
Si	-0.0004	0.0007	0.0008
Si	-0.0004	0.0004	0.0014
Si	-0.0029	0.0015	0.0012
Si	-0.0009	0.0006	0.0014
Si	-0.0015	0.0018	0.0007
Si	-0.0011	0.0009	0.0007
Si	-0.0015	-0.0001	0.0004
Si	-0.0018	0.0005	0.0011
Si	-0.0013	-0.0002	0.0009
Si	-0.0001	-0.0003	0.0011
Si	-0.0017	0.0022	0.0002
Si	-0.0031	0.0012	0.0009
Si	-0.002	-0.0008	0
Si	-0.0003	-0.0001	0.0003
Si	-0.001	0.0003	0.0005
Si	-0.0025	0.0003	0.0011
Si	-0.0016	0.001	0.0006
Si	-0.0022	0.0004	0.0013
Si	-0.0012	0.0006	0.0003
Si	-0.0005	0.0001	0.0008
Si	-0.0007	0	0.0006
Si	-0.0015	0.0013	0.0011
Si	-0.0017	0.0002	0.0019
Si	-0.0019	0.001	0.0015
Si	-0.0025	-0.0006	0.0012
Si	-0.0019	0.0006	0.0011
Si	-0.0016	-0.0009	0.0006
Si	-0.0003	0.0008	0.0013
Si	-0.0004	0	0.0016
Si	-0.0001	-0.0009	0.0019
Si	-0.0022	-0.0006	0.001
Si	-0.0008	0.001	0.0003
Si	-0.0004	0.0004	0.0014
Si	-0.0008	0.0007	0.0015
Si	-0.0013	-0.0006	0.0004
Si	-0.0005	-0.0002	0.0012
Si	-0.0019	-0.0004	-0.0004
Si	-0.0004	0.0017	0.0001
Si	0.0007	0.0006	-0.0006
Si	-0.0005	0.0012	-0.0015
Si	0.0004	-0.0015	-0.0013
Si	-0.0025	-0.0002	0.0006
Si	-0.0004	0.0015	-0.0006
Si	-0.0026	0.0013	-0.0007
Si	0.0001	0.0004	0.0024
Si	-0.0017	-0.0029	-0.0014
Si	0.0015	-0.0006	-0.0012
Si	-0.0032	-0.0015	-0.0017
Si	0.0006	-0.0004	-0.0013
Si	-0.0022	-0.0006	-0.002
Si	-0.0017	-0.0003	0.0003
Si	-0.0017	0.0021	0.001
Si	-0.0021	-0.0025	0.0061
Si	0.0009	0.0054	0.0036
Si	-0.0011	0.0011	0.0068
Si	0.0037	0.0021	0.0027
Si	-0.0088	0.0027	0.0011
Si	-0.0062	-0.0028	-0.0011
Si	0.0027	-0.0075	0.0042
Si	-0.0005	0.0008	0.0075
Si	0.0069	-0.0145	-0.0589
Si	-0.0084	-0.0114	-0.0693
Si	-0.0178	0.0079	-0.0947
Si	0.0132	0.011	-0.0976
Si	0.0075	0.0041	-0.0677
Si	0.0126	-0.0024	-0.11
Si	-0.0082	-0.0016	-0.0964
Si	0.0082	-0.0015	-0.1086
Si	0.0054	-0.0136	-0.2264
Si	0.0001	-0.0489	-0.2699
Si	-0.0499	-0.0201	-0.2934
Si	0.0001	-0.016	-0.1912
Si	-0.015	-0.0245	-0.2339
Si	-0.0171	-0.0126	-0.2282
Si	-0.0058	0.0074	-0.1339
Si	0.0245	0.0291	-0.2593
Si	0.0241	-0.0395	-0.2656
Si	-0.0492	0.0139	-0.2924
Si	0.0182	0.0404	-0.3174
Si	0.0398	0.0317	-0.2452
Si	-0.0012	-0.0206	-0.2857
Si	-0.0064	0.0318	-0.2605
Si	0.0405	-0.057	-0.2496
Si	-0.0193	-0.0179	-0.2551
Si	0.0654	0.0104	-0.2474
Si	-0.0046	0.0203	-0.2876
Si	0.0081	0.0693	-0.2566
Si	-0.0628	-0.0131	-0.2879
Si	0.0275	-0.0247	-0.3047
Si	0.0083	-0.0125	-0.2865
Si	-0.0086	-0.0291	-0.2307
Si	-0.0015	-0.041	-0.2988
Si	-0.003	-0.0108	-0.2856
Si	0.0026	-0.0402	-0.2732
Si	0.0063	-0.0293	-0.293
Si	-0.0113	0.0111	-0.2943
Si	0.0023	-0.0333	-0.2831
Si	0.044	-0.0128	-0.2365
Si	-0.0417	0.0609	-0.2841
Si	0.0174	-0.0429	-0.2781
Si	0.0274	0.0209	-0.2806
Si	0.0042	0.0386	-0.3297
Si	-0.0698	-0.0216	-0.3262
Si	0.0233	0.041	-0.2721
Si	-0.0134	0.0408	-0.2655
Si	0.01	0.0329	-0.2295
Si	-0.0388	0.0053	-0.2397
Si	0.0331	-0.0087	-0.2948
Si	-0.0131	-0.0123	-0.2184
Si	-0.0146	-0.0166	-0.2547
Si	0.0373	0.0123	-0.327
Si	0.0385	-0.0518	-0.3521
Si	-0.0398	0.038	-0.2605
Si	-0.0231	0.0389	-0.3292
Si	0.0403	-0.0171	-0.1697
Si	0.0115	-0.0116	-0.3018
O	-0.0064	-0.0457	0.2443
O	-0.012	0.0661	0.1822
O	-0.0038	0.0009	0.0583
O	-0.0517	-0.0161	0.1847
O	0.0365	0.0252	0.1459
O	-0.0758	0.0162	0.1127
O	-0.0424	0.0536	0.1381
O	-0.0167	-0.0025	0.0991
O	-0.0399	0.0413	0.1429
O	0.0188	0.0524	0.2411
O	0.0187	-0.0163	0.104
O	-0.0272	0.0141	0.1905
O	0.0426	-0.0603	0.1903
O	0.0154	0.0795	0.1878
O	0.0043	-0.0058	0.1042
O	-0.0043	0.0015	0.0471
O	0.0197	0.0587	0.1157
N	0.0065	0.0065	0.1223
O	-0.0182	-0.0477	0.1372
O	0.0284	-0.0262	0.0772
O	0.0617	-0.0302	0.1613
O	0.0024	0.0108	0.2541
O	0.0397	-0.039	0.124
O	0.0063	-0.0238	0.0836
O	-0.038	0.042	0.1374
O	0.0344	0.066	0.145
N	-0.0006	0.0159	0.1297
O	-0.0848	-0.0175	0.1696
O	-0.0469	0.0323	0.1141
O	0.0389	0.0809	0.1677
O	-0.0319	0.0135	0.0925
O	-0.0004	-0.0001	0.1067
O	0.043	0.0029	0.1821
O	-0.0717	0.0374	0.2198
O	0.0352	-0.0529	0.1087
O	0.0003	-0.0077	0.0976
O	0.0066	0.0031	0.0671
O	-0.0103	-0.0101	0.112
O	-0.0185	0.0383	0.1199
O	-0.0048	0.0208	0.093
O	-0.0266	0.0351	0.0753
O	-0.0201	0.0284	0.0919
N	-0.0047	-0.0177	0.1328
O	-0.0085	0.0008	0.0947
O	-0.0455	0.0238	0.2136
O	-0.0968	0.0033	0.1879
O	0.0273	0.0627	0.1289
O	-0.0293	-0.0073	0.1218
N	0.0412	0.0053	0.1246
O	-0.0122	0.0133	0.0881
O	0.0349	-0.0252	0.0892
O	-0.0391	-0.0781	0.1404
O	0.0073	0.0014	0.0799
O	0.0434	-0.0471	0.133
O	-0.0306	-0.0289	0.1121
O	-0.0281	-0.0316	0.1156
O	-0.0124	-0.0216	0.1028
O	-0.011	-0.0552	0.1117
O	0.0026	-0.0606	0.2301
O	0.0383	-0.0301	0.1802
O	0.0642	-0.0437	0.1803
O	0.0165	0.0228	0.0894
O	-0.0081	0.0061	0.0841
O	-0.0133	0.0201	0.0948
O	-0.049	0.0259	0.1422
O	-0.0602	0.0269	0.1071
O	0.0043	-0.0225	0.0811
O	0.0011	-0.0028	0.0938
O	-0.0375	0.0555	0.1934
O	0.0398	0.0195	0.1084
O	-0.016	-0.0015	0.0981
O	0.0477	-0.026	0.1619
O	-0.0066	0.0835	0.1886
O	-0.0197	-0.001	0.0964
O	0.0142	-0.023	0.0993
O	0.0799	-0.0088	0.1573
O	0.0547	0.0488	0.1754
O	-0.0389	0.0453	0.1483
O	0.046	-0.0215	0.1457
O	0.0008	-0.0274	0.1154
O	0.001	-0.0439	0.1185
O	-0.0039	-0.0024	0.0911
O	-0.045	0.0014	0.0982
O	-0.0381	-0.0203	0.0975
O	-0.025	-0.0177	0.1821
O	-0.0027	-0.0017	0.0889
O	0.0569	-0.0471	0.1373
O	0.0712	-0.001	0.102
O	-0.0428	-0.0246	0.1363
O	0.0424	0.0666	0.1302
O	0.0046	0.0131	0.0877
O	-0.0036	-0.0677	0.2176
O	-0.0287	0.0369	0.0943
O	-0.0042	-0.0049	0.1021
O	-0.0275	-0.0058	0.0734
O	0.0243	0.0913	0.1401
O	0.0071	-0.0538	0.2221
O	0.0028	-0.0099	0.1019
O	-0.0536	0.043	0.1231
O	-0.0212	-0.048	0.1138
O	0.0442	-0.0528	0.1417
O	0.0507	-0.0432	0.1273
O	0.0016	-0.0947	0.2032
O	0.0006	-0.0006	0.051
O	0.0525	-0.0411	0.1405
O	0.0248	0.0027	0.1017
O	-0.0507	0.0493	0.1366
O	0.0009	0.0016	0.0574
O	0.0639	0.0366	0.1361
O	0.0366	0.008	0.2037

The program warned: the cutoff lies below the one the program advises for these potential files; the forces do not sum to zero within the program's tolerance; empty levels may hold ghost states of the PAW files; the exchange-correlation potential is rough where the density is thin.
